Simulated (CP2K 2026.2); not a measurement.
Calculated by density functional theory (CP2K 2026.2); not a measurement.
Periodic cell of 513 atoms, Si351O162, from a study of silicon, its oxide and their interface. The atomic structure is a simulated model.
Doubt: the forces sum to 1.48 eV/angstrom along one axis rather than to zero, so they err by at least 0.0029 eV/angstrom per atom on average; the grid cutoff is modest.

Settings: functional PBE; method Gaussian and plane waves; basis set DZVP-MOLOPT-SR-GTH; pseudopotentials GTH-PBE; grid cutoff 350 Ry, relative cutoff 50 Ry; k points Gamma only; occupations fixed; spin none; net charge 0.

Cell vectors (angstrom)
a	16.407	0	0
b	0	16.407	0
c	0.0372	-0.1305	34.0836

Atoms and the computed forces on them: element, x, y, z (angstrom), force x, y, z (eV/angstrom)
Si	16.214	0.277	0.295	-0.162	0.003	-0.175
Si	2.394	2.931	34.073	0.132	-0.003	-0.06
Si	0.321	5.417	0.175	-0.013	-0.247	0.041
Si	2.3	8.491	33.693	0.148	-0.202	0.064
Si	0.058	10.839	0.23	-0.131	-0.044	-0.241
Si	2.898	13.314	34.065	-0.026	0.016	-0.021
Si	5.702	16.207	34.035	-0.075	0.117	-0.07
Si	8.13	2.782	0.483	0.007	0.082	-0.372
Si	6.028	4.995	0.154	0.015	-0.206	-0.235
Si	8.414	7.796	0.046	-0.111	0.009	-0.181
Si	5.215	11.226	33.946	-0.025	-0.002	0.087
Si	7.929	13.993	33.745	0.081	-0.079	0.34
Si	10.283	0.443	34.013	0.156	0.099	-0.288
Si	13.928	2.408	0.315	-0.001	-0.059	-0.243
Si	10.672	5.607	0.085	0.095	-0.304	0.062
Si	13.517	8.069	0.106	0.006	-0.074	0.485
Si	11.654	10.396	33.808	-0.159	0.031	0.527
Si	14.236	12.874	33.942	0.102	0.215	0.158
Si	1.37	1.492	1.51	-0.049	0.085	-0.254
Si	4.133	4.072	1.285	-0.025	0.01	-0.204
Si	1.574	6.937	1.377	-0.021	0.091	-0.358
Si	4.072	9.582	1.033	-0.11	0.074	-0.163
Si	1.424	12.256	1.459	0.147	0.162	-0.257
Si	4.08	15.078	1.251	0.077	-0.066	-0.244
Si	6.753	1.294	1.566	-0.036	-0.161	-0.339
Si	9.598	4.137	1.62	0.031	0.17	-0.321
Si	6.969	6.686	1.523	0.017	-0.074	-0.088
Si	9.598	9.619	1.06	0.129	-0.068	-0.424
Si	6.823	12.468	1.157	-0.066	0.108	-0.386
Si	9.465	15.118	1.189	-0.1	0.021	-0.174
Si	12.176	1.272	1.364	-0.094	0.058	-0.199
Si	15.079	4.149	1.409	0.17	-0.023	-0.235
Si	12.29	6.648	1.483	0.041	0.021	-0.231
Si	15.059	9.408	1.42	-0.107	-0.118	-0.319
Si	12.475	12.149	1.281	0.12	-0.069	-0.391
Si	15.038	14.874	1.251	0.057	-0.042	-0.29
Si	16.407	2.809	2.839	0.011	0.063	0.202
Si	2.763	0.014	2.705	-0.015	0.014	-0.016
Si	0.077	8.116	2.757	-0.148	0.003	0.162
Si	2.908	5.53	2.721	0.018	-0.01	0.009
Si	0.022	13.652	2.722	-0.004	0.028	0.143
Si	2.817	10.847	2.681	0.053	-0.115	0.104
Si	5.373	2.699	2.788	-0.124	0.022	0.183
Si	8.193	16.334	2.784	0.006	-0.101	0.249
Si	5.466	8.202	2.55	-0.115	0.04	-0.105
Si	8.247	5.444	2.975	0.095	0.035	0.353
Si	5.467	13.716	2.666	0.024	0.066	-0.058
Si	8.211	10.988	2.461	-0.03	-0.035	-0.018
Si	10.985	2.692	2.817	0.086	0.029	0.219
Si	13.586	16.231	2.643	-0.007	-0.031	0.031
Si	10.891	8.197	2.651	0.073	0.126	-0.013
Si	13.698	5.379	2.833	-0.105	0.023	0.002
Si	10.958	13.643	2.48	-0.003	0.055	-0.08
Si	13.717	10.838	2.762	0.001	-0.212	0.238
Si	1.453	4.172	4.113	-0.129	-0.025	-0.069
Si	4.076	1.321	4.162	0.05	0.081	-0.019
Si	1.411	9.541	4.093	0.082	-0.037	-0.074
Si	4.212	6.89	4.095	-0.07	-0.067	0.007
Si	1.392	15.036	4.062	-0.073	-0.03	0.043
Si	4.147	12.278	4.038	0.029	-0.044	-0.074
Si	6.803	4.029	4.169	0.015	0.09	-0.04
Si	9.57	1.323	4.128	0.024	-0.047	-0.081
Si	6.858	9.601	3.904	0.021	0.034	-0.026
Si	9.619	6.888	4.188	-0.084	-0.032	-0.114
Si	6.822	14.991	4.135	0.037	0.013	-0.094
Si	9.586	12.29	3.908	-0.048	0.005	0.013
Si	12.344	4.041	4.191	-0.021	-0.128	0.021
Si	15.001	1.289	4.039	-0.006	0.061	-0.121
Si	12.286	9.508	4.094	-0.017	0.03	-0.165
Si	15.073	6.791	4.127	0.09	0.035	0.03
Si	12.25	14.917	4.038	0.147	0.09	0.007
Si	15.087	12.254	4.091	-0.08	0.016	-0.059
Si	16.407	16.381	5.432	0.032	-0.021	-0.046
Si	2.738	2.734	5.491	-0.008	-0.009	-0.006
Si	0.049	5.465	5.503	0.014	0.003	-0.016
Si	2.783	8.192	5.464	-0.022	-0.016	-0.03
Si	0.047	10.907	5.459	0.008	0.005	0.02
Si	2.758	13.638	5.417	0.018	0.026	-0.067
Si	5.477	16.373	5.495	0.012	0.001	-0.009
Si	8.203	2.681	5.498	-0.038	-0.062	0.053
Si	5.497	5.472	5.492	0.038	0.027	0.019
Si	8.179	8.268	5.422	0.046	-0.072	-0.017
Si	5.53	10.918	5.391	-0.034	0.046	-0.061
Si	8.243	13.603	5.406	-0.018	0.038	-0.077
Si	10.95	16.336	5.444	-0.045	0	-0.028
Si	13.708	2.65	5.493	-0.085	-0.012	0.017
Si	10.975	5.461	5.5	0.049	0.047	0.033
Si	13.688	8.17	5.462	-0.017	0.016	-0.01
Si	10.918	10.942	5.388	0.089	-0.039	-0.075
Si	13.674	13.616	5.424	-0.036	-0.074	-0.013
Si	1.361	1.344	6.825	-0.056	0.07	-0.016
Si	4.119	4.096	6.847	-0.013	0.01	-0.013
Si	1.414	6.837	6.85	-0.038	0.008	-0.001
Si	4.158	9.57	6.796	-0.022	-0.015	0.009
Si	1.405	12.285	6.813	-0.025	-0.007	0.01
Si	4.107	14.992	6.824	0.009	0.002	0.02
Si	6.845	1.32	6.863	0.04	0.026	0.019
Si	9.584	4.078	6.831	-0.04	0.025	-0.01
Si	6.869	6.857	6.822	-0.007	-0.04	-0.02
Si	9.57	9.594	6.798	-0.075	0.054	0
Si	6.875	12.267	6.795	0.052	-0.066	0.004
Si	9.581	14.978	6.803	0.011	0.035	0.004
Si	12.313	1.297	6.83	0.052	0.012	-0.01
Si	15.075	4.062	6.83	0.081	-0.064	-0.007
Si	12.341	6.819	6.855	0.036	-0.058	0.03
Si	15.064	9.55	6.814	-0.015	-0.004	0.002
Si	12.303	12.268	6.793	0.02	0.007	0.009
Si	15.041	15	6.793	0.009	0.038	-0.022
Si	0.016	2.706	8.209	-0.017	0.004	0.016
Si	2.742	-0.03	8.181	0.008	-0.021	-0.01
Si	0.026	8.197	8.195	0.023	-0.012	0.004
Si	2.759	5.456	8.216	-0.027	-0.041	0.006
Si	0.017	13.648	8.167	-0.001	-0.016	-0.002
Si	2.779	10.921	8.177	0.016	0.02	-0.006
Si	5.483	2.713	8.204	0.025	0.026	0.005
Si	8.229	16.351	8.191	-0.026	-0.001	0.01
Si	5.495	8.202	8.193	-0.006	-0.01	-0.002
Si	8.225	5.466	8.185	0.033	0.016	0.003
Si	5.502	13.632	8.173	-0.013	0.03	-0.018
Si	8.225	10.931	8.199	0.002	-0.006	0.015
Si	10.955	2.696	8.182	-0.011	-0.021	0.002
Si	13.691	16.359	8.19	-0.009	0.019	0.017
Si	10.945	8.209	8.17	0.021	-0.026	-0.019
Si	13.708	5.436	8.198	-0.034	0.036	0.003
Si	10.958	13.638	8.18	-0.006	0.002	0.007
Si	13.684	10.917	8.17	0	-0.023	-0.003
Si	1.385	4.078	9.566	0.006	0.003	0.002
Si	4.114	1.335	9.557	-0.013	0.028	0.001
Si	1.402	9.563	9.553	-0.017	-0.005	0
Si	4.131	6.829	9.562	0.002	0.001	-0.004
Si	1.375	15.014	9.549	-0.009	0.023	0.001
Si	4.14	12.277	9.555	-0.01	-0.022	-0.007
Si	6.859	4.089	9.553	-0.028	-0.005	0.008
Si	9.592	1.328	9.55	-0.002	0.014	0.003
Si	6.867	9.556	9.561	0.01	0.001	-0.004
Si	9.598	6.827	9.548	-0.021	-0.024	0.004
Si	6.857	14.999	9.559	0.021	-0.001	-0.001
Si	9.593	12.293	9.564	-0.002	-0.004	-0.004
Si	12.323	4.07	9.55	0.029	-0.005	0.005
Si	15.044	1.338	9.556	0.022	-0.002	-0.002
Si	12.319	9.56	9.547	0.012	0.01	-0.003
Si	15.069	6.817	9.556	0.022	-0.023	0.006
Si	12.322	15.003	9.555	0.007	0.004	0.001
Si	15.056	12.286	9.54	-0.008	0.016	-0.004
Si	16.414	-0.021	10.916	-0.024	0.033	-0.002
Si	2.747	2.703	10.924	0.011	0.005	0.006
Si	0.02	5.448	10.928	0.011	-0.017	0.012
Si	2.759	8.188	10.927	0.005	-0.008	-0.003
Si	0.023	10.929	10.914	0.011	-0.001	-0.001
Si	2.762	13.651	10.906	0.008	0.001	-0.002
Si	5.496	-0.029	10.921	0	-0.023	-0.002
Si	8.228	2.708	10.911	0.014	0.004	0.005
Si	5.494	5.454	10.923	-0.013	0.006	0.007
Si	8.235	8.186	10.923	-0.016	-0.01	-0.005
Si	5.503	10.914	10.932	0.01	-0.012	0.003
Si	8.23	13.653	10.94	-0.013	0.005	0.009
Si	10.964	-0.026	10.924	0.011	-0.01	0.002
Si	13.683	2.711	10.927	-0.031	0.009	0.006
Si	10.958	5.446	10.914	0.01	0.028	0.004
Si	13.689	8.186	10.91	-0.007	-0.015	0
Si	10.965	10.931	10.925	-0.023	0.006	0.001
Si	13.695	13.649	10.922	0.012	-0.015	0.006
Si	1.368	1.344	12.287	-0.012	-0.041	-0.008
Si	4.118	4.079	12.277	-0.007	-0.008	-0.006
Si	1.388	6.816	12.289	0.007	0.004	0.006
Si	4.14	9.539	12.295	-0.031	0.007	-0.008
Si	1.397	12.294	12.282	0.004	0.017	0
Si	4.126	15.011	12.284	0.005	0.009	-0.002
Si	6.872	1.34	12.288	-0.022	0.033	-0.002
Si	9.591	4.074	12.285	-0.033	-0.033	0.003
Si	6.871	6.813	12.287	0.023	0.019	0.003
Si	9.606	9.554	12.282	0.016	0.01	-0.007
Si	6.869	12.277	12.303	-0.009	-0.007	-0.005
Si	9.602	15.026	12.304	-0.007	0.022	-0.012
Si	12.315	1.352	12.299	0.025	0.003	0.001
Si	15.051	4.084	12.29	0.02	0.022	0.006
Si	12.329	6.813	12.28	-0.008	-0.029	0.005
Si	15.051	9.563	12.276	-0.001	-0.016	-0.017
Si	12.327	12.298	12.3	0.006	-0.006	-0.006
Si	15.048	15.033	12.288	0.033	-0.011	-0.009
Si	16.408	2.713	13.66	0.036	0.014	0.019
Si	2.739	-0.034	13.632	-0.033	0.042	-0.013
Si	16.409	8.185	13.634	0.037	-0.003	0.024
Si	2.747	5.434	13.654	0.02	0.002	0.023
Si	0.03	13.679	13.637	-0.05	0.031	-0.021
Si	2.771	10.917	13.639	0.051	-0.034	-0.012
Si	5.494	2.717	13.632	0.001	-0.014	-0.006
Si	8.253	-0.005	13.678	0.013	-0.079	0.021
Si	5.506	8.164	13.665	-0.024	-0.023	0.026
Si	8.23	5.443	13.654	-0.011	0.006	-0.025
Si	5.499	13.649	13.66	-0.021	-0.006	0.001
Si	8.248	10.91	13.66	-0.008	-0.023	-0.001
Si	10.944	2.71	13.674	-0.013	0.023	-0.011
Si	13.684	-0.005	13.667	-0.026	0.002	-0.011
Si	10.976	8.192	13.645	-0.011	0.026	-0.013
Si	13.684	5.449	13.662	0.01	0.02	-0.022
Si	10.974	13.674	13.679	-0.002	-0.029	0.001
Si	13.688	10.924	13.659	0.012	0.033	0.014
Si	1.352	4.091	15.033	-0.046	-0.016	0.007
Si	4.098	1.354	14.96	0.026	-0.053	-0.014
Si	1.387	9.55	14.974	-0.018	-0.001	-0.017
Si	4.146	6.765	15.024	-0.035	0.055	-0.018
Si	1.395	15.019	15.035	0.087	-0.032	0.082
Si	4.136	12.27	15.026	-0.049	0.023	0.053
Si	6.85	4.078	15.015	-0.006	-0.033	0.018
Si	9.596	1.364	15.095	0.015	0.055	0.11
Si	6.885	9.534	15.022	0.051	0.053	0.049
Si	9.619	6.814	14.994	-0.017	-0.009	0.038
Si	6.89	15.008	15.013	-0.041	0.054	0.009
Si	9.625	12.271	15.025	0.015	0.032	0.043
Si	12.321	4.073	15.024	-0.03	0.017	0.046
Si	15.053	1.347	15.044	-0.012	-0.01	0.068
Si	12.335	9.545	15.04	-0.073	-0.031	0.043
Si	15.03	6.846	15.024	0.013	-0.045	0.014
Si	12.304	15.081	15.06	0.058	-0.007	0.053
Si	15.052	12.334	14.982	0.065	-0.01	-0.004
Si	0.049	0.007	16.414	-0.055	0.018	-0.017
Si	2.755	2.713	16.352	-0.029	0.002	-0.056
Si	16.346	5.451	16.393	0.165	0.074	0.191
Si	2.742	8.15	16.311	0.062	-0.074	0.136
Si	0.035	10.965	16.291	0.021	0.166	0.145
Si	2.743	13.61	16.403	0.055	0.09	0.274
Si	5.469	-0.011	16.288	-0.063	-0.012	0.267
Si	8.209	2.769	16.432	-0.082	0.002	0.115
Si	5.482	5.381	16.437	0.047	-0.021	-0.042
Si	8.244	8.135	16.378	0.096	0.034	0.049
Si	5.549	10.93	16.388	-0.051	-0.081	-0.004
Si	8.275	13.645	16.387	0.041	-0.045	-0.059
Si	10.972	0.024	16.527	-0.013	-0.085	-0.037
Si	13.643	2.683	16.416	0.048	0.075	0.031
Si	11.006	5.494	16.377	-0.045	-0.107	0.124
Si	13.701	8.21	16.443	0.027	-0.011	0.023
Si	10.973	10.903	16.422	0.005	0.048	0.114
Si	13.713	13.719	16.367	-0.099	-0.045	0.094
Si	1.406	1.416	17.761	0.004	0.028	0.102
Si	4.054	4.022	17.799	-0.011	0.121	0.134
Si	1.348	6.83	17.725	-0.187	-0.092	-0.132
Si	4.171	9.477	17.645	0.005	0.019	-0.141
Si	1.335	12.235	17.808	0.006	-0.04	-0.233
Si	4.196	14.995	17.716	0.024	-0.072	-0.275
Si	6.719	1.398	17.712	-0.143	0.047	-0.13
Si	9.628	4.181	17.772	0.02	0.114	-0.124
Si	6.927	6.719	17.75	-0.027	-0.014	-0.064
Si	9.618	9.464	17.787	0.021	-0.064	-0.016
Si	6.985	12.251	17.773	-0.041	0.033	0.084
Si	9.552	15.023	17.819	0.001	-0.006	0.025
Si	12.362	1.391	17.946	0.017	0.057	0.116
Si	14.945	4.075	17.792	-0.1	0.066	-0.087
Si	12.379	6.786	17.829	0.038	-0.121	0.015
Si	15.069	9.71	17.683	0.11	-0.031	-0.004
Si	12.351	12.359	17.739	-0.004	0.131	-0.12
Si	15.081	15.064	17.782	-0.015	-0.074	-0.042
Si	16.371	2.772	19.105	0.039	-0.007	0.238
Si	2.769	-0.046	19.019	0.119	-0.066	0.28
Si	16.405	8.341	18.999	-0.111	-0.044	0.21
Si	2.601	5.34	19.126	0.116	0.11	0.541
Si	16.347	13.662	19.197	0.116	0.01	0.611
Si	2.814	10.788	19.014	0.007	0.119	0.4
Si	5.344	2.679	19.253	0.19	-0.154	0.204
Si	8.06	0.023	19.017	0.006	0.029	0.253
Si	5.441	8.001	18.979	-0.103	0.107	0.245
Si	8.333	5.538	19.244	0.182	0.075	0.304
Si	5.665	13.668	19.11	-0.088	0.09	0.438
Si	8.227	10.773	19.175	-0.009	-0.034	0.203
Si	10.909	2.843	19.22	-0.016	0.056	0.268
Si	13.829	-0.014	19.288	0.015	-0.044	0.19
Si	11.086	8.184	19.194	-0.018	0.177	0.277
Si	13.625	5.368	19.324	-0.196	0.004	0.259
Si	10.965	13.664	19.171	0.042	-0.126	-0.022
Si	13.807	11.101	19.106	-0.112	-0.022	0.375
Si	0.694	4.538	20.567	0.308	-0.083	-0.651
Si	4.162	0.96	20.596	0.008	-0.094	-0.188
Si	1.714	9.23	20.393	0.042	-0.02	0.02
Si	3.838	6.903	20.351	-0.066	-0.085	-0.235
Si	1.74	14.694	20.358	-0.493	0.056	-0.18
Si	3.959	12.468	20.211	0.196	-0.152	-0.615
Si	7.081	3.873	20.358	0.008	-0.235	0.168
Si	9.192	1.622	20.261	-0.185	-0.082	0.057
Si	6.585	9.42	20.413	0.275	-0.058	-0.134
Si	9.904	6.875	20.782	0.036	-0.023	-0.272
Si	6.63	15.35	20.592	0.117	-0.111	-0.159
Si	9.986	11.859	20.383	-0.049	0.053	0.24
Si	11.872	4.358	20.85	0.355	-0.194	-0.124
Si	15.502	1.184	20.606	-0.474	0.332	-0.3
Si	12.37	9.821	20.4	-0.093	0.123	-0.251
Si	15.189	6.827	20.333	-0.03	0.241	-0.252
Si	12.54	14.834	20.519	-0.135	0.024	0.108
Si	14.776	12.652	20.73	0.237	-0.201	-0.076
Si	15.839	2.979	22.825	-0.056	0.054	0.313
Si	1.529	0.953	22.424	0.117	0.032	0.251
Si	1.505	14.711	23.561	0.05	-0.189	0.294
Si	6.356	2.961	25.67	-0.052	-0.169	0.185
Si	14.204	8.551	22.683	-0.006	-0.01	0.009
Si	5.303	11.283	22.295	-0.154	-0.138	0.542
Si	8.322	11.891	22.92	0.098	-0.082	0.402
Si	10.397	3.416	26.188	0.014	-0.113	0.276
Si	6.754	6.547	31.946	0.089	0.107	-0.321
Si	10.842	6.294	26.824	0.044	0.02	-0.042
Si	8.401	8.711	22.888	-0.04	0.134	0.243
Si	7.393	11.467	27.068	0.011	0.065	-0.043
Si	10.735	-0.003	22.579	-0.074	0.184	-0.071
Si	3.764	3.73	24.433	0.093	0.038	0.331
Si	11.284	2.835	23.464	-0.142	0.063	0.369
Si	0.691	9.754	23.341	0.23	-0.073	0.279
Si	13.267	7.041	25.054	-0.058	-0.051	0.403
Si	14.798	11.557	26.476	0.047	-0.036	-0.1
Si	3.474	1.27	28.948	-0.002	-0.032	-0.228
Si	15.121	4.785	25.045	0.103	0.225	0.45
Si	6.946	5.245	27.537	-0.052	0.011	0.038
Si	1.663	8.399	25.847	0.071	-0.032	0.089
Si	0.906	14.511	29.243	0.044	0.016	-0.505
Si	8.564	3.637	24.112	-0.109	-0.127	0.21
Si	5.367	5.21	22.584	0.024	0.096	0.096
Si	10.274	8.205	28.858	0.045	0.008	-0.164
Si	8.264	14.785	23.369	-0.252	0.114	0.29
Si	6.498	13.484	29.339	-0.027	0.039	-0.368
Si	11.427	4.635	31.179	-0.097	0.129	-0.12
Si	14.897	5.077	28.175	0.03	-0.165	-0.238
Si	1.668	5.37	25.589	0.007	0.008	0.336
Si	15.904	12.402	23.777	0.029	0.099	0.156
Si	0.639	11.614	28.509	0.078	-0.017	-0.095
Si	3.345	10.57	27.46	-0.036	-0.032	-0.057
Si	3.899	14.72	28.408	0.102	0.079	-0.256
Si	0.703	0.746	28.164	-0.177	0.016	-0.2
Si	5.236	11.634	25.099	-0.108	0.009	0.4
Si	10.987	15.116	28.472	0.015	0.109	-0.225
Si	7.342	6.378	24.644	-0.04	-0.118	0.306
Si	12.504	6.537	29.214	-0.117	-0.035	-0.206
Si	4.119	14.369	25.326	0.09	0.12	0.236
Si	5.874	9.558	28.753	-0.091	0.016	-0.298
Si	6.454	16.212	25.556	-0.052	0.028	0.093
Si	13.138	2.192	31.512	0.078	-0.02	-0.261
Si	15.436	2.668	29.735	0.06	0.005	-0.205
Si	15.069	8.706	26.91	-0.069	-0.005	0.009
Si	9.331	12.429	31.386	-0.278	-0.016	-0.383
Si	2.354	2.582	26.547	-0.116	-0.023	0.088
Si	3.804	1.096	31.885	-0.009	0.17	-0.09
Si	2.339	7.258	30.649	0.019	-0.035	-0.226
Si	5.145	6.794	29.303	0.05	-0.212	-0.389
Si	1.589	15.285	32.048	-0.244	0.032	0
Si	9.916	11.3	28.514	-0.003	-0.194	-0.308
Si	10.152	1.315	28.454	-0.008	0.163	-0.141
Si	6.886	10.997	31.282	-0.104	-0.005	-0.345
Si	10.983	0.21	30.993	0.07	0.277	-0.309
Si	8.178	15.505	28.036	-0.037	0.213	-0.121
Si	12.424	12.275	31.65	0.198	-0.101	-0.255
Si	8.887	5.725	30.028	-0.034	0.102	-0.311
Si	15.297	6.965	31.986	-0.028	-0.275	-0.336
Si	16.34	8.928	29.765	0.126	0.133	-0.4
Si	12.631	12.583	28.5	-0.009	-0.016	-0.292
Si	0.279	5.112	30.209	0.338	-0.18	-0.353
O	0.637	16.143	33.019	0.113	-0.266	-0.077
O	15.101	1.208	33.823	-0.253	0.121	0.475
O	2.972	2.25	32.685	-0.148	0.113	-0.171
O	2.93	16.139	31.713	0.17	-0.265	-0.408
O	1.278	4.071	33.529	0.133	0.069	0.683
O	16.269	6.496	33.214	0.3	0.096	-0.032
O	1.586	5.813	30.834	-0.065	-0.126	0.071
O	3.582	6.873	29.68	-0.131	0.098	-0.061
O	1.135	9.69	33.421	0.131	-0.025	0.258
O	2.668	7.875	32.145	0.092	0.327	0.354
O	4.017	12.268	33.401	0.223	-0.106	0.263
O	2.048	13.887	32.759	0.089	-0.068	0.068
O	5.135	0.703	32.748	0.3	0.162	0.271
O	6.803	15.155	33.358	-0.24	0.076	0.462
O	10.866	15.238	30.11	0.122	-0.033	0.14
O	12.234	3.299	30.744	0.112	-0.033	-0.249
O	4.95	3.776	25.562	-0.027	-0.115	-0.131
O	5.696	5.679	32.838	-0.321	0.038	0.263
O	5.906	7.08	30.694	0.24	0.054	0.347
O	7.91	5.592	31.312	-0.237	0.057	0.471
O	6.541	9.83	30.205	0.059	-0.14	0.093
O	5.929	10.71	32.548	0.023	0.112	0.42
O	10.856	12.689	31.865	0.053	0.315	0.143
O	8.539	13.587	32.247	-0.003	-0.036	0.06
O	9.21	1.7	33.659	0.185	-0.384	0.258
O	10.431	16.258	32.466	0.097	0.059	0.446
O	13.181	2.741	33.031	0.057	0.278	-0.019
O	7.44	7.788	32.782	0.236	0.158	0.008
O	11.193	4.717	32.786	0.117	0.083	0.102
O	13.882	7.306	32.692	-0.008	0.065	-0.108
O	15.354	5.641	31.019	-0.29	0.145	0.166
O	12.367	10.763	32.306	-0.454	-0.188	0.233
O	12.232	8.873	33.936	-0.023	0.168	-0.202
O	15.441	11.762	33.495	-0.284	0.061	0.122
O	13.431	13.237	32.517	0.17	-0.024	0.002
O	16.184	4.321	21.964	0.171	-0.072	-0.053
O	0.926	2.341	23.003	0.23	0.002	-0.052
O	5.368	-0.08	21.144	0.06	0.021	-0.399
O	3.071	1.191	21.881	0.061	0.072	0.073
O	1.222	9.9	21.818	-0.008	0.305	-0.017
O	2.765	8.043	20.883	-0.131	0.024	-0.47
O	7.9	7.859	24.21	-0.069	0.198	0.154
O	4.487	6.259	21.715	-0.135	-0.23	0.232
O	2.846	13.599	19.852	-0.084	-0.14	0.496
O	1.867	14.432	22.008	0.136	0.259	-0.734
O	5.263	10.213	21.061	-0.146	-0.04	-0.22
O	4.166	12.375	21.867	0.058	0.011	-0.25
O	6.635	4.664	21.74	-0.064	0.164	-0.151
O	9.47	7.266	29.929	-0.122	-0.056	0.107
O	8.026	2.616	20.936	0.3	0.203	-0.455
O	9.782	0.729	21.495	-0.107	-0.116	-0.122
O	9.607	7.862	22.13	-0.023	-0.273	-0.502
O	7.227	8.696	21.756	-0.469	0.176	-0.34
O	12.213	3.543	22.302	0.193	0.188	-0.4
O	10.931	5.659	21.3	0.152	-0.156	-0.08
O	8.311	13.219	23.927	0.029	0.029	0.071
O	6.821	11.855	22.291	-0.074	0.369	-0.329
O	11.17	10.831	20.953	-0.246	0.201	-0.426
O	9.377	12.419	21.809	0.044	-0.003	-0.184
O	11.603	3.282	25.052	0.079	0.019	-0.395
O	9.74	3.298	23.036	0.037	0.116	-0.111
O	0.165	13.882	23.974	0.061	0.156	-0.108
O	14.883	1.948	21.976	0.09	-0.021	-0.065
O	13.21	8.179	23.918	-0.147	0.241	-0.273
O	13.315	9.508	21.722	0.029	-0.108	0.049
O	0.289	6.139	20.5	-0.203	-0.012	-0.06
O	14.646	7.231	21.836	-0.236	0.078	-0.157
O	15.323	12.213	22.256	-0.158	0.051	-0.267
O	11.928	15.57	21.862	-0.074	-0.124	-0.223
O	1.707	8.828	24.258	0.043	-0.021	-0.336
O	0.643	11.251	24.009	0.02	0.06	-0.062
O	1.331	-0.083	23.673	-0.153	0.278	-0.03
O	11.406	1.199	23.472	-0.052	-0.169	-0.082
O	2.685	14.326	24.601	-0.28	0.178	-0.319
O	1.892	0.96	29.263	0.147	0.087	0.386
O	15.156	3.357	24.261	-0.022	-0.359	-0.53
O	0.517	0.456	21.179	0.037	-0.434	0.003
O	7.028	3.719	26.959	0.167	0.067	0.139
O	2.793	5.039	24.465	-0.053	-0.114	-0.064
O	15.554	9.215	23.307	-0.111	0.04	0.204
O	0.124	8.656	26.247	-0.124	-0.011	0.109
O	7.544	14.847	21.888	-0.137	0.167	-0.054
O	4.977	10.691	23.789	0.175	-0.19	-0.368
O	7.435	15.831	24.326	0.343	-0.253	-0.276
O	4.17	-0.077	28.33	-0.04	-0.01	-0.088
O	7.023	3.099	24.153	0.119	-0.146	-0.257
O	4.983	14.024	29.372	0.026	-0.169	0.24
O	8.46	5.268	24.184	0.262	0.117	-0.274
O	9.997	7.606	27.336	0.2	-0.202	0.009
O	8.165	5.404	28.605	0.092	0.079	0.015
O	7.092	6.291	26.271	0.241	0.289	-0.164
O	8.701	10.304	23.327	0.037	-0.05	0.038
O	6.722	12.664	27.939	-0.183	0.067	0.136
O	4.93	15.766	25.163	-0.146	0.102	-0.099
O	13.537	13.67	21.147	-0.076	0.205	-0.536
O	9.8	15.354	23.401	0.1	0.106	0.112
O	8.646	0.676	28.173	0.073	-0.143	-0.187
O	10.242	1.396	30.098	-0.044	0.059	0.101
O	11.65	5.691	28.103	0.067	0.057	0.247
O	10.007	4.989	26.371	0.147	0.111	-0.094
O	13.95	5.708	24.404	0.136	0.071	-0.125
O	14.774	4.63	26.627	0.025	-0.155	-0.106
O	14.179	7.478	26.336	0.146	-0.001	0.175
O	11.763	6.753	25.573	-0.15	-0.088	-0.334
O	14.791	12.239	24.988	0.042	-0.164	-0.074
O	0.364	15.556	28.086	0.081	-0.169	0.015
O	0.207	13.071	29.06	-0.174	-0.032	-0.068
O	1.742	4.118	26.668	-0.05	-0.11	-0.064
O	0.186	5.486	24.929	-0.049	-0.212	-0.053
O	5.565	5.474	28.422	0.009	-0.093	-0.034
O	4.419	10.294	28.654	-0.079	0.186	0.339
O	4.171	11.283	26.259	0.048	-0.063	-0.103
O	16.315	11.436	27.063	0.189	-0.092	-0.015
O	2.499	14.343	29.088	0.112	-0.192	0.482
O	3.915	14.097	26.914	-0.088	-0.2	-0.076
O	10.048	4.629	30.308	-0.004	-0.104	0
O	6.309	1.371	25.956	0.013	0.008	-0.074
O	7.143	3.667	33.695	-0.267	0.132	0.664
O	4.455	3.872	22.966	0.121	-0.215	0.004
O	9.793	9.742	28.999	-0.268	-0.019	0.384
O	11.909	8.075	29.149	0.046	0.101	-0.122
O	6.807	11.497	25.552	-0.167	0.187	-0.079
O	9.013	11.547	27.168	-0.033	-0.16	0.004
O	9.444	12.328	29.713	-0.164	0.352	0.539
O	10.507	2.686	27.643	0.146	0.041	0.062
O	14.664	2.051	30.994	-0.118	-0.164	-0.023
O	15.781	1.501	28.671	-0.294	0.145	0.018
O	14.457	3.726	28.973	0.075	0.079	0.003
O	14.015	6.329	28.702	0.088	0.119	0.005
O	14.232	10.025	26.434	-0.18	-0.008	0.111
O	2.055	6.844	26.155	0.189	-0.066	0.256
O	7.494	14.794	29.354	-0.055	-0.121	0.265
O	13.926	12.375	27.561	0.033	0.115	0.202
O	4.174	1.666	30.371	-0.058	0.093	0.207
O	3.484	2.399	27.746	-0.061	-0.145	0.162
O	0.184	10.547	29.668	0.113	0.067	0.02
O	1.423	8.25	29.709	-0.054	0.046	0.25
O	1.21	1.415	26.751	0.159	0.178	-0.19
O	2.92	2.422	25.001	0.152	0.024	-0.062
O	0.636	15.022	30.751	-0.078	-0.08	0.272
O	2.227	11.518	28.16	0.169	-0.022	-0.176
O	5.038	13.194	24.684	0.299	-0.073	-0.279
O	2.664	9.251	26.801	0.13	-0.156	0.054
O	11.291	0.231	27.934	0.103	-0.048	0.23
O	9.57	14.652	27.769	0.15	0.083	0.143
O	5.614	8.016	28.351	-0.132	0.061	-0.144
O	5.929	6.031	23.887	-0.274	0.174	-0.295
O	12.519	0.71	31.242	-0.085	0.138	0.152
O	6.617	12.47	30.598	0.028	-0.174	0.442
O	11.451	11.554	28.056	0.123	-0.096	-0.031
O	8.478	11.045	31.733	0.245	-0.008	0.243
O	6.943	10.024	27.636	0.042	-0.103	-0.119
O	9.097	2.797	25.445	-0.286	0.15	0.065
O	7.049	15.419	26.862	-0.051	-0.012	0.166
O	0.362	3.476	30.274	0.182	0.072	-0.049
O	9.692	6.666	33.639	-0.16	0.144	0.197
O	12.291	5.941	30.703	0.03	0.217	0.182
O	16.437	5.482	28.61	-0.071	-0.037	0.059
O	12.185	14.107	28.139	-0.109	-0.14	-0.036
O	12.918	12.347	30.092	0.249	0.164	0.369
O	15.685	8.326	31.14	-0.261	0.151	0.531
O	15.32	8.628	28.52	0.048	-0.303	0.058

Results
total energy: -108569.100 eV
total energy less fixed offsets of O -438.35, Si -107.03 eV per atom: 11.130 eV
